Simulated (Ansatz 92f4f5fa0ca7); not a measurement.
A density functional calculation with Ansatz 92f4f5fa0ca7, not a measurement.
Periodic cell of 226 atoms, Si134O92, from a study of silicon, its oxide and their interface. The atomic structure is a simulated model.
Doubt: the cutoff is low for norm-conserving oxygen, so forces and energies are approximate.
This geometry differs little from another in the collection (a relaxation step or a small displacement).

Settings: functional HSE06; potential files SPMS norm-conserving; basis plane waves; wave-function cutoff 800 eV; density cutoff ratio 4; exchange-correlation grid ratio 1; k mesh 1 x 1 x 1, Gamma-centred; occupations fixed; spin none; net charge 0.

Cell vectors (angstrom)
a, 10.938, 0, 0
b, 0, 10.938, 0
c, 0, 0, 32.6528

Atoms: element, x, y, z (angstrom)
Si, -0.2087, 0.1383, 25.1783
Si, 5.2485, 0.1513, 25.1905
Si, 2.9875, 2.3567, 25.2203
Si, 8.5383, 2.4351, 25.2437
Si, -0.2923, 5.582, 25.2796
Si, 5.2644, 5.556, 25.0496
Si, 3.098, 7.9127, 25.1302
Si, 8.4276, 7.8259, 25.2303
Si, 1.3788, 1.262, 26.5319
Si, 6.8563, 1.3209, 26.4775
Si, 4.1152, 4.0277, 26.4559
Si, 9.5797, 4.0225, 26.6423
Si, 1.4022, 6.8005, 26.4132
Si, 6.8203, 6.698, 26.4909
Si, 4.1581, 9.4858, 26.5356
Si, 9.5621, 9.4938, 26.4835
Si, 2.7606, -0.0778, 27.8855
Si, 8.2081, -0.0493, 27.8587
Si, 0.0725, 2.6871, 27.9118
Si, 5.5146, 2.7246, 27.8551
Si, 2.7437, 5.4288, 27.8294
Si, 8.1917, 5.4136, 27.9132
Si, 0.054, 8.1831, 27.8409
Si, 5.5363, 8.1513, 27.8794
Si, 4.1018, 1.3673, 29.2346
Si, 9.5708, 1.3673, 29.2346
Si, 1.3673, 4.1018, 29.2346
Si, 6.8362, 4.1018, 29.2346
Si, 4.1018, 6.8362, 29.2346
Si, 9.5708, 6.8362, 29.2346
Si, 1.3673, 9.5708, 29.2346
Si, 6.8362, 9.5708, 29.2346
Si, 0, 0, 30.6018
Si, 5.469, 0, 30.6018
Si, 2.7345, 2.7345, 30.6018
Si, 8.2035, 2.7345, 30.6018
Si, 0, 5.469, 30.6018
Si, 5.469, 5.469, 30.6018
Si, 2.7345, 8.2035, 30.6018
Si, 8.2035, 8.2035, 30.6018
Si, 1.3673, 1.3673, 31.9691
Si, 6.8362, 1.3673, 31.9691
Si, 4.1018, 4.1018, 31.9691
Si, 9.5708, 4.1018, 31.9691
Si, 1.3673, 6.8362, 31.9691
Si, 6.8362, 6.8362, 31.9691
Si, 4.1018, 9.5708, 31.9691
Si, 9.5708, 9.5708, 31.9691
Si, 2.7345, 0, 0.6835
Si, 8.2035, 0, 0.6835
Si, 0, 2.7345, 0.6835
Si, 5.469, 2.7345, 0.6835
Si, 2.7345, 5.469, 0.6835
Si, 8.2035, 5.469, 0.6835
Si, 0, 8.2035, 0.6835
Si, 5.469, 8.2035, 0.6835
Si, 4.1018, 1.3673, 2.0507
Si, 9.5708, 1.3673, 2.0507
Si, 1.3673, 4.1018, 2.0507
Si, 6.8362, 4.1018, 2.0507
Si, 4.1018, 6.8362, 2.0507
Si, 9.5708, 6.8362, 2.0507
Si, 1.3673, 9.5708, 2.0507
Si, 6.8362, 9.5708, 2.0507
Si, 0, 0, 3.418
Si, 5.469, 0, 3.418
Si, 2.7345, 2.7345, 3.418
Si, 8.2035, 2.7345, 3.418
Si, 0, 5.469, 3.418
Si, 5.469, 5.469, 3.418
Si, 2.7345, 8.2035, 3.418
Si, 8.2035, 8.2035, 3.418
Si, 1.3733, 1.4319, 4.8746
Si, 6.8124, 1.4163, 4.7589
Si, 4.0932, 4.0621, 4.7537
Si, 9.5685, 4.0974, 4.7621
Si, 1.3121, 6.9365, 4.7618
Si, 6.7538, 6.9427, 4.7211
Si, 4.0422, 9.631, 4.8609
Si, 9.5398, 9.5921, 4.7605
Si, 2.7572, 0.1319, 6.3603
Si, 8.1739, 0.0457, 6.0743
Si, 0.0042, 2.8434, 6.2672
Si, 5.4984, 2.7777, 6.1901
Si, 2.707, 5.5012, 5.9661
Si, 8.1324, 5.5366, 5.9184
Si, -0.0299, 8.3339, 6.2062
Si, 5.4468, 8.2732, 6.2063
Si, 4.5089, 1.2338, 7.6922
Si, 9.6317, 1.2735, 7.4314
Si, 1.1006, 4.6405, 7.4557
Si, 6.6321, 4.501, 7.3639
Si, 4.2516, 6.5869, 7.3238
Si, 9.5908, 6.6797, 7.2804
Si, 1.0077, 10.0264, 7.5869
Si, 6.6814, 9.8436, 7.4967
O, 9.6333, 1.2991, 24.7463
O, 4.1656, 6.7346, 24.6596
O, 4.1024, 1.2439, 24.7224
O, 9.5445, 6.7006, 24.7733
O, -0.2146, 5.5793, 7.6554
O, 5.5747, 0.0188, 7.9641
O, -0.1656, 0.1929, 7.8685
O, 5.4259, 5.5301, 7.8042
O, 7.4774, 4.0628, 8.6904
O, 8.6957, 7.0291, 8.6049
O, 1.4101, 9.5684, 9.1093
O, 8.8071, 1.7915, 8.7464
O, 7.415, 9.2939, 8.8545
O, 4.2912, 1.9518, 9.1672
O, 3.303, 7.0467, 8.5874
O, 1.8133, 4.8432, 8.9405
O, 7.9782, 3.2276, 23.9386
O, 0.201, 4.6486, 24.0388
O, 2.276, 2.9858, 23.896
O, 5.9014, 4.8317, 23.69
O, 5.9179, 10.4013, 23.8624
O, 2.6277, 8.8074, 23.8331
O, 0.4956, 10.3961, 23.8581
O, 7.679, 8.4171, 23.9065
Si, -2.6866, 6.2705, 21.0068
Si, 8.6562, 5.7906, 18.174
Si, -0.4368, 1.8894, 14.4953
Si, -5.3722, 7.8688, 20.7425
Si, 3.3177, 7.2043, 16.4018
Si, 15.389, 5.4333, 11.4757
Si, 1.4122, 9.4062, 22.9515
Si, 8.2424, -2.0451, 17.7222
Si, -2.9332, 2.8701, 9.6442
Si, 0.5103, 8.737, 10.1736
Si, 6.6528, 9.2548, 22.9945
Si, 2.6741, 9.9022, 17.383
Si, 11.3516, 5.6966, 13.5447
Si, -0.0872, 7.7613, 21.0233
Si, 7.5052, 2.3276, 20.4085
Si, 8.4342, 8.2776, 9.5965
Si, 0.7154, -2.1044, 13.2408
Si, 16.3051, 9.2259, 16.4848
Si, 10.7233, 2.3368, 20.7604
Si, 3.0984, 5.0531, 14.2118
Si, 6.2474, 4.0801, 18.1725
Si, 1.1128, -0.5468, 20.1611
Si, 5.2136, 3.5412, 15.3513
Si, 4.8573, 12.2555, 13.2755
Si, 7.4421, 5.0645, 14.0374
Si, 2.267, 6.2755, 9.5876
Si, 9.2815, 10.0723, 14.9952
Si, 1.0895, 3.7023, 23.088
Si, 3.9341, -5.1455, 19.1504
Si, 6.4301, -1.0418, 13.7541
Si, 2.1768, 11.0795, 14.5761
Si, 9.9812, 4.6299, 15.8368
Si, 5.0813, 2.5547, 10.4691
Si, 9.2815, 3.7098, 12.3113
Si, -4.1749, 7.3609, 12.1383
Si, 7.1572, 10.187, 20.2362
Si, 7.1471, 4.1181, 22.8917
Si, 12.2051, 4.9577, 20.469
O, 7.4735, 6.5099, 13.3231
O, 0.5491, 6.4128, 20.3851
O, 9.8392, 5.0022, 17.3956
O, 13.1495, 10.9027, 16.1931
O, 5.6603, -4.4502, 11.3621
O, 5.6104, 3.3053, 16.8985
O, 5.6812, -0.8383, 15.173
O, 7.2054, 5.2851, 17.6715
O, 9.1133, 2.2651, 20.6135
O, -1.6474, 7.4649, 21.2826
O, 7.7842, 3.976, 12.8862
O, 4.483, 1.9865, 11.8565
O, -2.9459, -1.1195, 14.0783
O, 4.8502, 4.1492, 10.5904
O, 11.1316, 2.5821, 22.3206
O, 10.4339, 9.2848, 14.1949
O, 5.5141, 8.2864, 22.3178
O, 0.0047, 5.6946, 15.1099
O, 12.6462, 4.727, 13.4591
O, -0.4363, 3.1153, 15.5659
O, 1.8939, 10.1894, 21.5951
O, -4.0967, 6.8976, 20.5632
O, -6.6369, 9.9726, 17.4497
O, 0.1239, 9.085, 20.087
O, 2.0364, -0.6173, 18.8164
O, 6.0477, 8.6043, 12.8724
O, 5.1122, 4.6956, 19.1401
O, 9.8878, 8.9374, 9.8098
O, 4.3006, 7.0589, 20.1313
O, 1.0121, 1.2208, 14.2637
O, 7.5472, 9.8739, 21.7866
O, 5.5119, 2.2814, 14.3989
O, 8.0786, 5.2993, 22.2794
O, 6.064, 4.7967, 14.8016
O, 4.1999, 5.1652, 13.041
O, 6.7056, -2.1048, 17.2582
O, 11.7076, 7.2202, 13.1697
O, 9.9541, 2.4477, 13.071
O, 3.6765, 6.2552, 17.6387
O, 6.7883, 3.1163, 21.6517
O, 1.9759, 9.6121, 13.8933
O, -0.7336, 5.0333, 12.5962
O, 0.5695, 8.1138, 22.4574
O, 9.0701, 3.4166, 10.7414
O, 6.675, 2.2339, 10.3286
O, 5.8275, 9.2762, 19.9631
O, 0.9915, 7.1972, 9.9747
O, 3.6363, 3.9017, 15.214
O, -2.3946, 4.8818, 15.1793
O, 11.3239, 3.6604, 19.9986
O, 5.9865, 0.2324, 12.8925
O, 11.3293, 0.9176, 20.2115
O, 3.0619, 6.0306, 10.9506
O, 2.5973, 5.0481, 19.5974
O, -2.1538, 7.3898, 17.9682
O, 2.8244, 6.3682, 15.1194
O, 4.6921, -3.0557, 15.9214
O, 0.6606, 9.283, 11.685
O, 1.7329, 4.6841, 21.9891
O, 9.5462, 0.7246, 15.0737
O, -2.1437, 5.4268, 19.743
O, 6.9093, 11.7738, 20.2105
O, 7.1377, 3.0542, 19.0216
O, 9.1172, 9.5472, 16.5245
O, 3.5248, 0.7104, 13.9288
O, 7.8403, 7.8411, 11.0307
O, 8.26, 9.7531, 19.1112
O, 2.3022, 8.3685, 16.9322

Results
free energy: -56397.359 eV
free energy less fixed offsets of O -447.96, Si -113.29 eV per atom: -4.179 eV
gap between the highest filled and lowest empty level on this k mesh: 1.206 eV

The program warned: the cutoff lies below the one the program advises for these potential files; the forces do not sum to zero within the program's tolerance; the exchange-correlation potential is rough where the density is thin.
